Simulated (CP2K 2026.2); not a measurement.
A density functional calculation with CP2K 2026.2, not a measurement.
Periodic cell of 500 atoms, Si352O148, from a study of silicon, its oxide and their interface. The atomic structure is a simulated model.
Doubt: the forces sum to 3.07 eV/angstrom along one axis rather than to zero, so they err by at least 0.0061 eV/angstrom per atom on average; the grid cutoff is modest.

Settings
functional: PBE
method: Gaussian and plane waves
basis set: DZVP-MOLOPT-SR-GTH
pseudopotentials: GTH-PBE
grid cutoff: 350 Ry, relative cutoff 50 Ry
k points: Gamma only
occupations: fixed
spin: none
net charge: 0

Cell vectors (angstrom)
a	15.3866	0	0
b	0	15.3866	0
c	1.9797	-3.9012	38.7057

Atoms and the computed forces on them: element, x, y, z (angstrom), force x, y, z (eV/angstrom)
Si	2.086	-3.166	32.545	-0.075	0.216	0.573
Si	1.976	-0.694	32.493	-0.001	-0.025	0.053
Si	2.057	4.417	32.776	-0.07	0.308	0.656
Si	2.026	6.812	32.688	0.022	-0.061	0.089
Si	5.888	-3.158	32.766	0.046	0.02	0.048
Si	5.857	-0.703	32.693	-0.005	-0.207	0.621
Si	5.81	4.587	32.788	0.055	0.286	0.769
Si	5.815	7.026	32.762	0.098	-0.219	0.614
Si	9.625	10.651	32.574	-0.005	-0.104	0.026
Si	9.682	0.487	32.693	-0.065	-0.024	0.665
Si	9.608	3.644	32.708	0.033	-0.002	0.606
Si	9.668	8.093	32.605	-0.036	0.004	-0.015
Si	13.513	-3.021	32.507	0.012	0.068	0.067
Si	13.465	-0.592	32.798	0.107	-0.327	0.533
Si	13.553	4.042	32.672	0.002	-0.121	0.772
Si	13.534	7.159	32.423	0.023	0.318	0.75
Si	3.921	11.654	33.936	-0.034	-0.052	-0.007
Si	3.878	-0.111	33.837	-0.046	0.026	-0.046
Si	3.942	3.927	34.055	0.011	-0.027	-0.063
Si	3.88	7.563	33.957	0.021	0.02	-0.044
Si	7.806	11.473	33.928	-0.003	-0.005	-0.026
Si	7.746	-0.01	33.948	0.027	0.011	0.009
Si	7.689	3.848	34.018	-0.014	-0.024	-0.051
Si	7.762	7.655	33.956	-0.02	-0.013	0.005
Si	11.589	11.51	33.707	-0.002	-0.055	-0.04
Si	11.563	-0.008	34.033	-0.001	0.039	0.027
Si	11.598	3.816	33.959	-0.005	0.005	-0.047
Si	11.643	7.649	33.816	0.031	-0.009	-0.001
Si	15.461	11.647	33.74	-0.008	-0.027	-0.049
Si	15.503	-0.153	33.907	0.007	0.046	-0.056
Si	15.493	3.85	33.97	0.02	-0.039	-0.077
Si	15.453	7.54	33.803	-0.015	0.036	-0.048
Si	3.905	-1.903	35.383	0.037	0.006	-0.023
Si	3.913	1.863	35.194	-0.005	0.007	-0.007
Si	3.923	5.775	35.479	0.016	0.036	0.008
Si	3.889	9.609	35.163	0.022	0.013	-0.014
Si	7.878	-1.961	35.291	-0.002	-0.01	-0.022
Si	7.667	1.894	35.327	0.01	0.025	0.017
Si	7.816	5.763	35.368	-0.027	0.02	0.003
Si	7.677	9.579	35.304	0.009	-0.012	-0.016
Si	11.486	-2.014	35.251	0.009	-0.021	-0.039
Si	11.645	1.917	35.349	0.02	0.01	0.041
Si	11.586	5.767	35.272	0.004	0.002	0.018
Si	11.708	9.607	35.154	-0.024	-0.012	-0.006
Si	15.474	-1.995	35.341	0.006	-0.022	-0.015
Si	15.495	1.845	35.206	-0.036	0.006	0.008
Si	15.428	5.75	35.354	0.036	0.022	-0.001
Si	15.463	9.605	35.038	-0.018	-0.012	0.004
Si	1.984	-1.951	36.715	-0.009	0.017	0.039
Si	2.005	1.88	36.598	0.011	0.011	-0.012
Si	1.956	5.763	36.727	-0.004	-0.008	0.008
Si	1.957	9.611	36.517	-0.014	0.004	0
Si	5.896	-1.945	36.628	-0.01	-0.008	-0.02
Si	5.77	1.877	36.667	0.036	0.001	0.02
Si	5.885	5.765	36.73	-0.004	-0.008	0.03
Si	5.765	9.59	36.635	-0.012	-0.009	0.022
Si	9.695	-1.968	36.731	-0.007	0.016	0.045
Si	9.661	1.905	36.637	-0.013	-0.017	-0.029
Si	9.721	5.76	36.701	0.015	-0.016	0.013
Si	9.717	9.595	36.539	0.013	0.017	-0.078
Si	13.478	-1.983	36.585	0.017	-0.007	-0.027
Si	13.593	1.894	36.637	-0.034	-0.015	0.007
Si	13.498	5.751	36.661	-0.023	-0.018	-0.005
Si	13.596	9.599	36.539	0.023	-0.015	0.015
Si	1.987	11.478	37.988	-0.01	0.002	0.001
Si	1.987	-0.009	38.018	0.003	0.006	0.016
Si	1.983	3.795	38.005	0.009	-0.002	0.009
Si	1.97	7.729	37.988	0.014	0.009	-0.001
Si	5.827	11.518	37.989	0.002	-0.027	0.003
Si	5.846	-0.041	38.017	0.007	0.003	0.017
Si	5.829	3.807	38.027	-0.019	0.019	0.023
Si	5.83	7.701	38.041	-0.007	-0.017	0.014
Si	9.69	11.459	38.001	0	0.022	0.01
Si	9.69	-0.006	38.021	0.013	0.009	0.011
Si	9.689	3.814	38.02	0.001	-0.005	0.008
Si	9.71	7.716	37.989	-0.021	-0.007	-0.01
Si	13.538	11.495	37.958	-0.006	-0.024	-0.003
Si	13.525	-0.05	37.967	0.005	0.004	0.006
Si	13.542	3.815	38.005	0.024	0.004	0.016
Si	13.541	7.702	37.967	0.012	0.008	0.008
Si	1.929	0.035	11.56	-0.008	-0.008	-0.01
Si	1.936	3.845	11.537	-0.012	0.021	-0.005
Si	1.925	7.737	11.551	0.004	-0.013	-0.007
Si	1.938	11.534	11.538	0.005	0.009	-0.01
Si	5.783	0.075	11.532	0.001	-0.015	-0.01
Si	5.802	3.878	11.55	-0.004	0.013	-0.005
Si	5.791	7.754	11.537	0.001	-0.016	-0.008
Si	5.79	11.553	11.537	0.007	0.006	-0.013
Si	9.649	0.066	11.559	-0.006	-0.013	-0.008
Si	9.64	3.875	11.577	-0.007	0.009	-0.007
Si	9.642	7.745	11.569	-0.006	-0.012	-0.007
Si	9.638	11.546	11.559	-0.004	0.008	-0.006
Si	13.48	0.04	11.567	-0.004	-0.012	-0.008
Si	13.46	3.843	11.546	-0.001	0.014	-0.012
Si	13.467	7.74	11.557	0.013	-0.008	-0.011
Si	13.472	11.54	11.55	0.008	0.017	-0.007
Si	1.933	1.948	12.948	-0.002	-0.007	0.012
Si	1.921	5.782	12.851	-0.004	0.003	0.003
Si	1.922	9.643	12.954	-0.002	-0.007	0.005
Si	1.934	13.462	12.865	-0.001	-0.004	0.009
Si	5.801	1.974	12.944	-0.001	-0.004	0.016
Si	5.82	5.826	12.865	0.002	0.007	0.011
Si	5.79	9.651	12.94	0	0.013	0.011
Si	5.768	13.514	12.824	-0.003	0	0.001
Si	9.65	1.968	12.974	-0.003	-0.006	0.012
Si	9.645	5.816	12.914	0	-0.006	0.014
Si	9.64	9.646	12.975	0.001	0.001	0.011
Si	9.656	13.5	12.859	-0.008	0.001	0.009
Si	13.475	1.948	12.964	0.001	0.006	0.016
Si	13.429	5.784	12.855	-0.004	0.002	0.006
Si	13.464	9.645	12.963	0.003	-0.004	0.02
Si	13.492	13.473	12.878	0.007	0.011	0.015
Si	15.4	1.92	14.335	0.004	-0.003	-0.021
Si	15.351	5.736	14.161	0.013	-0.004	-0.039
Si	15.381	9.632	14.34	0.009	-0.014	-0.02
Si	15.413	13.414	14.234	-0.009	-0.007	-0.038
Si	3.87	1.958	14.301	-0.001	0.004	-0.014
Si	3.872	5.806	14.153	-0.013	-0.001	-0.056
Si	3.86	9.66	14.302	-0.004	-0.005	-0.015
Si	3.862	13.494	14.194	0.001	-0.001	-0.061
Si	7.719	2.002	14.336	0.001	0.004	-0.021
Si	7.726	5.857	14.264	0.005	0.005	-0.029
Si	7.704	9.654	14.331	0.001	0.009	-0.019
Si	7.695	13.553	14.135	0.005	0.001	-0.054
Si	11.569	1.964	14.369	-0.005	0	-0.011
Si	11.559	5.81	14.288	-0.01	0.002	-0.045
Si	11.559	9.636	14.371	-0.009	-0.001	-0.005
Si	11.575	13.473	14.225	-0.002	-0.004	-0.052
Si	15.454	-0.076	15.608	-0.007	-0.003	0.035
Si	15.377	3.894	15.632	-0.001	-0.009	0.033
Si	15.317	7.611	15.544	0.01	0.01	0.028
Si	15.366	11.556	15.728	0.013	0.002	0.03
Si	3.884	-0.008	15.602	0.002	-0.004	0.05
Si	3.894	3.94	15.569	0.003	-0.006	0.039
Si	3.848	7.677	15.563	0.006	0.009	0.032
Si	3.845	11.621	15.618	-0.003	0.004	0.041
Si	7.716	0.014	15.593	0.004	0.003	0.035
Si	7.738	3.967	15.667	0.001	0.007	0.039
Si	7.726	7.735	15.727	-0.003	-0.004	0.032
Si	7.672	11.682	15.518	0	-0.003	0.03
Si	11.598	-0.034	15.633	0.005	0.003	0.043
Si	11.574	3.926	15.713	-0.011	0.004	0.05
Si	11.552	7.694	15.732	0.002	-0.013	0.055
Si	11.557	11.604	15.672	-0.015	0.009	0.039
Si	1.995	-0.336	16.948	-0.065	0.191	-0.804
Si	1.964	4.265	16.836	-0.063	-0.147	-0.811
Si	1.872	7.336	16.766	0.06	0.077	-0.786
Si	1.948	11.93	16.977	-0.057	-0.207	-0.822
Si	5.802	-0.307	16.92	0.038	0.188	-0.814
Si	5.783	4.26	16.934	0.046	-0.187	-0.82
Si	5.729	7.371	16.924	0.089	0.165	-0.816
Si	5.787	11.974	16.877	-0.008	-0.154	-0.84
Si	9.643	-0.318	16.886	-0.004	0.144	-0.805
Si	9.65	4.304	17.02	-0.033	-0.17	-0.846
Si	9.651	7.445	17.113	-0.06	0.218	-0.796
Si	9.561	11.983	16.84	0.06	-0.123	-0.822
Si	13.543	-0.416	16.907	-0.036	0.089	-0.809
Si	13.503	4.202	17.046	0.013	-0.206	-0.793
Si	13.491	7.333	17.024	-0.014	0.201	-0.806
Si	13.43	11.855	17.09	0.059	-0.224	-0.767
Si	4.521	8.33	23.694	-0.016	0.002	0.022
Si	15.895	1.793	23.175	0.07	-0.058	-0.05
Si	1.536	9.604	19	-0.075	0.11	-0.234
Si	14.911	11.654	23.207	0.004	0.111	0.113
Si	10.319	1.571	21.982	0.046	-0.121	-0.04
Si	9.297	1.956	19.082	-0.119	0.006	-0.205
Si	5.897	-0.488	26.873	-0.032	-0.066	0.114
Si	6.155	1.973	19.085	0.02	0.002	-0.278
Si	13.558	0.681	27.991	0	-0.07	0.024
Si	16.005	1.604	26.153	0.019	0.07	0.051
Si	10.272	-1.491	22.823	0.036	-0.024	-0.089
Si	12.988	4.741	27.614	0.048	0.016	-0.025
Si	1.752	2.007	19.043	-0.016	-0.069	-0.175
Si	3.966	1.96	21.29	-0.058	0.023	-0.169
Si	9.159	9.779	19.128	-0.001	-0.088	-0.204
Si	13.816	9.586	19.265	-0.014	0.032	-0.174
Si	9.504	9.601	25.445	-0.029	-0.078	0.134
Si	7.107	4.977	25.294	-0.081	-0.004	0.084
Si	2.785	9.537	27.389	0.071	-0.01	0.13
Si	2.076	7.638	30.522	-0.005	-0.399	0.587
Si	6.012	11.656	30.518	-0.069	0.099	0.779
Si	6.363	-0.792	29.722	-0.013	-0.03	0.266
Si	4	5.75	25.308	-0.02	0.036	0.082
Si	11.074	5.153	25.582	0.032	-0.047	0.188
Si	15.432	-1.534	28.57	0.049	-0.011	0.036
Si	12.805	9.611	22.293	-0.036	0.034	-0.211
Si	7.904	3.488	28.002	-0.047	0.005	0.018
Si	8.513	0.989	26.374	0.009	0.015	0.175
Si	14.011	1.867	19.091	0.092	0.107	-0.212
Si	12.252	12.079	27.675	0.082	0.085	0.169
Si	3.127	3.189	23.799	0.091	-0.045	-0.012
Si	10.133	11.151	21.804	-0.061	0.015	-0.143
Si	12.948	7.881	27.523	-0.017	0.089	-0.047
Si	3.742	9.67	21.118	-0.002	0.044	-0.118
Si	6.436	7.144	29.84	-0.126	0.032	0.108
Si	3.535	10.996	25.059	-0.047	-0.12	-0.052
Si	2.281	6.612	27.715	0.067	0.009	0.167
Si	13.98	1.569	30.715	0.025	-0.062	0.184
Si	5.475	4.279	29.667	-0.04	0.166	0.223
Si	6.049	9.662	19.04	0.023	-0.008	-0.256
Si	9.017	3.135	24.176	0.003	0.072	0.085
Si	7.15	7.861	24.833	0.003	0.058	0.079
Si	14.506	8.742	29.943	-0.081	-0.207	0.122
Si	9.377	6.376	30.911	0.129	0.465	0.591
Si	9.071	11.134	30.364	0.096	0.028	0.644
Si	13.275	1.475	22.05	0.017	-0.02	-0.035
Si	16.912	0.432	30.417	0.076	-0.41	0.59
Si	5.963	9.115	27.43	0.031	0.105	0.115
Si	3.155	10.455	30.139	-0.026	0.175	0.19
Si	2.535	-0.293	22.634	-0.033	0.096	0.014
Si	2.388	12.077	22.474	-0.003	-0.068	-0.011
Si	15.969	4.129	27.629	0.137	0.092	0.006
Si	13.26	-1.303	23.558	0.002	-0.009	0.121
Si	6.192	11.91	26.143	0.097	-0.148	0.042
Si	3.248	0.563	25.441	0.003	0.069	0.01
Si	8.557	11.923	24.143	-0.054	0.059	-0.051
Si	9.44	-1.136	30.019	-0.086	-0.04	0.097
Si	10.495	9.585	28.054	0.039	0.05	0.192
Si	10.934	-0.501	27.519	0.014	0.051	0.078
Si	10.397	5.103	28.51	0.004	0.027	-0.016
Si	13.966	11.818	30.247	-0.225	0.245	0.518
Si	14.633	-2.534	25.9	0.02	0.111	-0.002
Si	12.035	7.937	24.652	0.138	-0.03	0.108
Si	2.598	3.128	29.865	0.108	0.028	0.197
Si	1.93	0.019	0.652	-0.006	0.016	0.013
Si	1.936	3.868	0.666	0.001	-0.028	0.004
Si	1.924	7.72	0.669	0.003	0.02	0.003
Si	1.913	11.592	0.662	0.005	-0.016	0.007
Si	5.777	0.005	0.647	0.006	-0.004	0.009
Si	5.786	3.885	0.672	-0.003	-0.02	-0.001
Si	5.782	7.713	0.67	0.001	0.004	-0.005
Si	5.799	11.606	0.655	-0.006	0.003	0.004
Si	9.643	0.002	0.639	-0.009	0.006	0.012
Si	9.642	3.885	0.655	-0.013	-0.015	0.002
Si	9.638	7.704	0.662	0.001	0.007	-0.006
Si	9.647	11.602	0.645	0.008	-0.008	0
Si	13.468	0.019	0.639	0.012	0.034	0.01
Si	13.459	3.872	0.649	0.008	-0.017	0.004
Si	13.476	7.716	0.667	-0.008	0.016	0.002
Si	13.466	11.597	0.651	-0.004	-0.012	0.002
Si	1.926	1.943	2.02	-0.017	0	0
Si	1.939	5.794	2.025	0.002	0.005	-0.01
Si	1.921	9.656	2.016	-0.018	-0.001	0.001
Si	1.938	13.5	2.032	0.01	-0.003	0.002
Si	5.786	1.941	2.006	0	0.007	-0.003
Si	5.785	5.8	2.039	0.02	0	0.003
Si	5.785	9.661	2.003	-0.008	-0.003	-0.011
Si	5.783	13.5	2.04	0.005	-0.002	0.007
Si	9.634	1.942	1.995	0.011	0.002	-0.005
Si	9.638	5.794	2.032	0.008	-0.002	0.009
Si	9.637	9.655	1.994	0.008	-0.002	-0.008
Si	9.64	13.497	2.033	-0.003	0	0.009
Si	13.477	1.945	2.006	0.002	-0.002	0
Si	13.463	5.791	2.02	-0.018	0.006	-0.002
Si	13.48	9.658	2.006	0.014	-0.003	0.001
Si	13.467	13.503	2.025	-0.015	-0.006	0.004
Si	15.393	1.949	3.383	0.003	0	0.007
Si	15.395	5.794	3.374	-0.002	-0.015	-0.004
Si	15.393	9.652	3.384	0.003	0.004	0.003
Si	15.395	13.5	3.382	0.001	0.004	0.002
Si	3.861	1.947	3.375	-0.005	-0.012	-0.005
Si	3.859	5.801	3.39	0.004	0.003	-0.007
Si	3.859	9.656	3.369	-0.011	0.01	-0.001
Si	3.859	13.495	3.394	0.001	-0.005	0.002
Si	7.712	1.948	3.368	-0.004	-0.009	0.001
Si	7.712	5.797	3.387	0	-0.008	0
Si	7.712	9.653	3.365	-0.001	0.002	-0.007
Si	7.712	13.499	3.388	-0.003	0.007	-0.002
Si	11.552	1.948	3.37	0.005	0	-0.001
Si	11.555	5.799	3.392	-0.004	0.002	0.003
Si	11.554	9.652	3.369	0.01	0.001	0.002
Si	11.556	13.497	3.394	-0.001	0.006	0.003
Si	15.397	0.03	4.749	-0.005	-0.003	0
Si	15.397	3.876	4.741	-0.004	0.005	-0.001
Si	15.396	7.719	4.736	-0.007	0.001	-0.004
Si	15.398	11.577	4.744	-0.001	0.005	-0.001
Si	3.861	0.032	4.75	0.001	-0.008	0.001
Si	3.861	3.873	4.742	-0.002	0.004	-0.002
Si	3.86	7.731	4.738	0	-0.008	-0.002
Si	3.86	11.57	4.748	-0.002	0.01	0.005
Si	7.711	0.034	4.745	0.007	-0.019	-0.001
Si	7.71	3.87	4.74	0.005	0.012	0
Si	7.711	7.729	4.734	0.005	-0.017	-0.004
Si	7.709	11.571	4.74	0	0.016	-0.001
Si	11.555	0.034	4.747	-0.003	-0.01	-0.001
Si	11.554	3.871	4.74	0.001	0.008	-0.002
Si	11.555	7.73	4.738	0.001	-0.012	-0.002
Si	11.555	11.57	4.743	0	0.011	-0.005
Si	1.936	0.029	6.109	-0.001	0.004	0.003
Si	1.935	3.88	6.102	-0.007	-0.006	-0.001
Si	1.934	7.721	6.098	-0.002	0.002	-0.001
Si	1.935	11.575	6.107	-0.001	-0.007	0.004
Si	5.788	0.03	6.109	0.002	0.01	0.001
Si	5.787	3.879	6.105	0	-0.011	0.002
Si	5.788	7.723	6.098	0.002	0.014	0
Si	5.787	11.574	6.107	-0.001	-0.014	0.002
Si	9.632	0.029	6.106	-0.003	0.015	0.002
Si	9.632	3.879	6.103	0.003	-0.015	0.005
Si	9.632	7.724	6.099	0.004	0.016	0.004
Si	9.632	11.576	6.103	0.004	-0.013	0.001
Si	13.475	0.027	6.11	-0.004	0.006	0.004
Si	13.476	3.878	6.104	0.001	-0.007	0.004
Si	13.476	7.72	6.101	-0.002	0.003	0.005
Si	13.476	11.574	6.107	-0.002	-0.007	0.003
Si	1.935	1.958	7.461	-0.002	0.008	-0.001
Si	1.936	5.801	7.471	0.002	0	-0.004
Si	1.933	9.644	7.455	-0.006	0.002	-0.001
Si	1.937	13.494	7.478	0.001	0.002	0.005
Si	5.789	1.956	7.465	0.001	-0.01	0.002
Si	5.788	5.803	7.472	0	-0.003	-0.001
Si	5.789	9.645	7.458	0.001	-0.005	0
Si	5.789	13.496	7.478	0.001	-0.001	0.002
Si	9.633	1.954	7.458	0.004	-0.014	-0.002
Si	9.633	5.803	7.468	0.001	-0.003	0.001
Si	9.633	9.649	7.454	-0.003	0.003	-0.003
Si	9.634	13.496	7.474	0	0.002	-0.004
Si	13.477	1.955	7.461	0	0.002	-0.003
Si	13.474	5.8	7.472	-0.005	0	-0.002
Si	13.477	9.645	7.456	0.005	0.003	-0.003
Si	13.475	13.493	7.478	-0.004	0.004	0
Si	15.398	1.952	8.819	-0.009	0.002	-0.003
Si	15.397	5.799	8.838	0.001	-0.001	-0.001
Si	15.397	9.642	8.814	-0.001	-0.003	-0.003
Si	15.398	13.492	8.844	-0.007	-0.003	0.002
Si	3.86	1.96	8.815	-0.007	-0.002	-0.003
Si	3.861	5.802	8.836	-0.007	0.002	-0.002
Si	3.86	9.641	8.808	0.004	0	-0.006
Si	3.862	13.495	8.842	0	-0.003	0.003
Si	7.716	1.96	8.821	0.006	0.002	-0.002
Si	7.715	5.806	8.84	0.001	0.002	0.002
Si	7.715	9.649	8.814	0.008	0	-0.004
Si	7.715	13.499	8.844	0.007	-0.002	-0.002
Si	11.554	1.953	8.816	-0.008	0.004	-0.006
Si	11.553	5.802	8.84	0.006	-0.002	0.002
Si	11.553	9.646	8.813	0	-0.002	-0.006
Si	11.553	13.495	8.845	-0.004	-0.003	-0.001
Si	15.397	0.042	10.195	-0.001	0.003	0.001
Si	15.392	3.862	10.189	-0.001	0.004	-0.004
Si	15.391	7.734	10.191	-0.003	0.002	-0.002
Si	15.396	11.55	10.188	-0.001	0.002	-0.002
Si	3.851	0.051	10.187	0.005	-0.002	0.001
Si	3.87	3.869	10.19	0	0.003	-0.001
Si	3.856	7.736	10.19	0	-0.002	-0.003
Si	3.863	11.549	10.18	-0.003	-0.003	-0.002
Si	7.721	0.051	10.193	-0.002	-0.008	-0.001
Si	7.724	3.872	10.195	0.001	-0.004	0
Si	7.722	7.743	10.192	-0.001	0	-0.004
Si	7.718	11.558	10.188	-0.002	-0.002	-0.001
Si	11.563	0.046	10.193	-0.002	-0.002	-0.001
Si	11.544	3.861	10.187	0.007	-0.005	-0.003
Si	11.552	7.74	10.19	-0.001	-0.001	-0.001
Si	11.553	11.554	10.188	0	0.006	-0.001
O	1.972	13.495	17.48	0.095	-0.03	0.326
O	13.966	12.882	22.737	-0.005	0.001	-0.686
O	1.939	5.814	17.383	-0.159	0.008	0.385
O	1.692	8.397	17.965	-0.051	-0.05	0.306
O	14.791	1.173	27.1	0.147	0.273	-0.074
O	7.81	6.392	24.94	0.479	-0.142	-0.082
O	1.995	11	18.319	0.03	-0.04	0.412
O	5.793	13.519	17.436	-0.141	0.066	0.594
O	5.749	5.817	17.459	0.186	0.126	0.465
O	14.545	2.372	22.504	0.091	0.508	0.033
O	5.612	8.341	18.222	-0.015	-0.135	0.481
O	5.817	10.992	18.164	-0.305	0.061	0.111
O	9.642	0.676	18.165	0.238	-0.182	0.104
O	9.671	3.33	18.323	0.017	0.13	0.349
O	8.814	11.067	22.769	-0.469	-0.456	-0.093
O	9.637	5.86	17.57	-0.175	-0.125	0.24
O	9.603	13.518	17.428	0.081	0.096	0.601
O	13.678	0.624	18.134	-0.251	0.175	0.389
O	13.483	13.443	17.53	-0.234	0.068	0.62
O	15.58	1.977	19.441	0.139	-0.015	0.384
O	13.509	5.771	17.546	0.042	-0.098	0.425
O	13.52	8.284	18.348	-0.24	-0.051	0.199
O	5.763	3.295	18.243	-0.168	0.02	0.239
O	11.433	6.435	24.672	-0.092	-0.255	-0.299
O	13.334	10.916	18.438	-0.231	-0.002	0.217
O	2.676	1.505	29.988	0.397	-0.178	0.035
O	2.507	9.227	20.206	-0.27	-0.198	0.357
O	2.035	3.288	18.119	0.233	0.186	0.465
O	3.798	7.142	24.51	-0.255	0.051	0.026
O	9.067	-1.953	23.825	-0.093	0.217	0.293
O	5.733	-0.062	28.434	-0.395	0.651	0.117
O	4.345	9.758	24.42	0.025	0.123	0.15
O	9.741	-0.63	31.512	0.097	-0.236	-0.073
O	4.032	3.096	22.45	0.577	0.599	-0.065
O	5.747	4.061	31.242	0.145	-0.451	-0.267
O	5.916	-2.343	29.691	-0.307	0.047	-0.536
O	16.275	3.197	26.341	0.36	0.178	-0.56
O	8.388	2	27.626	0.343	-0.155	0.248
O	11.806	1.944	22.525	0.049	0.202	0.519
O	15.231	-2.756	29.611	0.5	-0.044	0.018
O	2.443	10.451	28.684	-0.547	0.334	-0.224
O	12.461	4.448	26.094	0.189	-0.241	-0.508
O	5.867	-0.151	31.127	-0.159	0.516	-0.081
O	13.062	8.124	25.916	0.351	0.241	-0.209
O	14.476	10.29	30.366	-0.014	-0.143	0.18
O	3.776	0.503	21.969	0.415	-0.223	-0.071
O	10.533	-0.426	29.083	0.454	0.147	0.131
O	16.795	3.524	28.864	-0.336	-0.226	0.096
O	15.586	1.349	30.693	0.121	0.329	0.412
O	16.379	5.677	27.416	-0.531	0.393	-0.041
O	5.776	0.651	18.235	0.039	-0.159	0.326
O	4.618	11.884	25.832	-0.196	0.372	0.056
O	13.553	0.025	22.702	0.329	-0.164	0.012
O	6.098	7.968	23.609	0.115	-0.152	-0.574
O	13.333	0.25	31.39	-0.589	-0.057	-0.267
O	10.187	1.833	20.404	0.409	0.039	-0.111
O	3.997	3.724	29.321	-0.181	-0.201	-0.352
O	9.122	4.164	28.811	-0.033	0.035	0.46
O	8.295	8.952	24.609	-0.168	0.318	-0.592
O	3.169	4.616	24.526	-0.501	0.158	-0.2
O	13.612	2.931	31.484	-0.259	-0.066	-0.319
O	9.485	4.894	31.637	-0.043	0.12	-0.005
O	13.179	6.326	27.816	0.255	0.077	0.129
O	2.799	11.95	24.019	-0.282	0.295	0.153
O	15.404	9.719	19.515	0.087	0.279	0.508
O	6.475	8.377	28.789	0.257	0.268	0.146
O	16.25	11.569	22.313	-0.051	-0.172	-0.516
O	11.8	4.284	28.627	0.211	-0.336	0.63
O	11.661	-1.501	23.662	-0.222	-0.297	0.335
O	3.025	8.946	30.704	0.341	0.099	0.374
O	6.36	8.143	26.211	0.052	-0.441	0.174
O	2.09	0.632	18.257	0.255	-0.028	0.186
O	9.309	9.231	27.011	-0.276	-0.067	0.106
O	2.381	11.521	31.075	-0.293	0.045	-0.411
O	12.149	0.535	27.216	-0.016	0.242	-0.553
O	11.508	8.337	28.122	-0.049	-0.151	0.331
O	5.725	7.629	31.221	-0.533	0.316	-0.201
O	9.4	10.975	18.089	-0.078	0.133	0.082
O	11.482	10.533	22.46	0.098	0.35	0.186
O	15.982	8.133	30.086	-0.071	0.164	0.035
O	4.354	9.166	27.479	0.015	-0.079	0.045
O	13.522	3.24	18.372	-0.274	0.109	0.495
O	9.485	11.207	25.263	0.52	0.371	0.579
O	10.878	9.018	24.894	-0.011	0.35	-0.242
O	9.889	10.261	20.48	0.164	-0.272	0.11
O	7.59	4.401	26.714	0.231	0.228	0.071
O	4.493	-0.149	26.161	-0.002	-0.265	-0.266
O	12.696	12.01	29.241	-0.443	0.117	0.268
O	13.994	-0.771	28.566	-0.304	-0.151	0.105
O	15.696	-1.982	27.017	0.469	0.174	-0.266
O	13.079	9.404	20.697	-0.187	-0.222	0.068
O	14.059	8.666	28.393	0.269	0.42	-0.434
O	13.508	5.558	32.033	0.094	0.083	-0.469
O	1.961	8.147	27.306	-0.448	0.112	-0.315
O	9.528	-2.752	29.913	0.338	-0.102	-0.04
O	9.64	2.061	32.14	0.069	0.041	-0.204
O	2.612	6.651	29.32	0.315	-0.527	0.088
O	1.155	0.534	22.361	-0.413	-0.033	-0.387
O	6.39	-2.037	26.848	0.525	0.065	0.118
O	13.221	1.535	20.445	-0.528	-0.178	0.115
O	11.412	-2.007	27.243	-0.316	0.001	-0.146
O	7.588	3.902	24.184	-0.53	-0.248	-0.628
O	14.387	4.036	27.93	-0.091	-0.438	0.422
O	5.636	5.849	29.26	-0.364	0.162	-0.632
O	9.637	-0.139	26.641	0.036	-0.144	-0.106
O	7.599	9.561	19.446	-0.176	0.042	0.329
O	3.623	2.024	24.825	0.421	0.165	0.292
O	5.521	5.223	25.321	-0.034	-0.129	-0.079
O	9.997	0.001	22.271	-0.153	-0.17	-0.046
O	11.326	10.803	27.414	-0.082	0.182	-0.157
O	9.31	2.605	22.691	-0.475	0.122	-0.199
O	14.091	10.301	22.976	0.146	-0.232	0.092
O	2.225	3.756	31.296	-0.306	0.072	-0.03
O	7.725	1.964	19.431	0.154	0.13	0.522
O	6.57	3.393	28.89	0.005	-0.354	0.051
O	7.964	-0.667	29.589	0.033	0.205	-0.32
O	6.534	10.628	27.119	0.197	-0.003	0.032
O	10.169	4.133	24.731	0.077	0	-0.124
O	5.149	9.755	20.354	0.184	-0.028	0.568
O	2.768	-0.398	24.23	0.061	-0.408	0.39
O	13.533	7.95	30.986	-0.259	0.107	-0.348
O	9.834	10.015	29.46	0.005	-0.376	0.179
O	3.869	8.518	22.24	-0.179	-0.369	-0.028
O	15.531	1.281	24.657	-0.275	-0.453	0.153
O	10.319	5.635	26.961	-0.3	0.514	-0.14
O	8.973	1.81	25.082	0.25	-0.072	-0.058
O	7.061	0.342	26.125	-0.08	0.266	-0.247
O	5.336	1.986	20.461	0.124	-0.139	0.475
O	7.452	10.958	30.171	-0.182	-0.166	0.046
O	16.605	-0.587	29.171	0.486	-0.099	-0.47
O	3.412	11.159	21.647	0.366	0.264	0.105
O	2.439	10.406	26.084	-0.563	0.123	-0.287
O	7.907	6.625	30.264	-0.098	-0.259	-0.02
O	13.897	-1.325	25.067	0.043	0.436	0.17
O	1.995	0.793	26.459	0.054	-0.252	0.575
O	7.051	11.887	24.75	-0.167	-0.163	-0.241
O	9.722	8.399	18.457	0.398	-0.05	0.498
O	15.297	11.895	24.773	0.3	-0.489	0.17
O	2.689	2.19	20.328	-0.235	0.263	0.15
O	13.548	11.983	26.722	0.045	-0.334	0.022
O	12.627	8.244	23.17	0.269	-0.312	-0.314
O	10.367	12.769	21.63	0.003	0.252	-0.499
O	2.469	-1.771	22.008	0.212	-0.094	-0.343
O	4.744	10.765	30.03	0.19	-0.455	-0.386
O	1.601	2.965	23.31	-0.049	0.29	-0.172
O	10.377	6.28	29.627	0.517	0.283	-0.255
O	13.371	1.683	29.233	-0.265	0.272	-0.037
O	3.492	5.989	26.831	0.544	0.06	0.248

Results
total energy: -102549.563 eV
total energy less fixed offsets of O -438.35, Si -107.03 eV per atom: 0.797 eV
